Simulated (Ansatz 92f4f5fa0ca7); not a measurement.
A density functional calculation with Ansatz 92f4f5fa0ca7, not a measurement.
Periodic cell of 260 atoms, Si140O88H32, with a vacuum gap, from a study of silicon, its oxide and their interface. The atomic structure is a simulated model.

Settings: functional r2SCAN; potential files Ansatz PAW; basis plane waves; wave-function cutoff 800 eV; density cutoff ratio 5; exchange-correlation grid ratio 1; k mesh 1 x 1 x 1, shifted by 0.5 0.5 0 of a step; self-consistency stop 1e-11 eV per atom in the density residual; occupations fixed; spin none; net charge 0; applied field sawtooth along c, amplitude -0.015 V/angstrom in the program's sign convention, ramp centred at 0.9890 of c and 0.0220 of c wide, no dipole correction.

Cell vectors (angstrom)
a 10.888 0 0
b 0 10.888 0
c 0 0 45.461

Atoms and the computed forces on them: element, x, y, z (angstrom), force x, y, z (eV/angstrom)
Si 0.0143 0.1336 30.2384 0.0041 0.0009 -0.0037
Si 3.0197 2.406 30.5622 -0.004 0.0014 -0.0119
Si -1.2115 4.0453 31.8481 -0.006 0.0009 0.0017
Si 2.737 7.8406 30.6256 -0.0026 0.002 0.002
Si 5.1311 0.1489 30.4054 0.0042 -0.0095 -0.0055
Si 8.9641 2.6755 30.1213 -0.0058 0.0026 -0.0171
Si 5.0574 5.6422 30.3298 -0.0064 0.0018 -0.0061
Si 8.6816 7.371 30.4491 -0.0076 0.0025 -0.0108
Si 1.4231 1.2361 31.7885 0.0013 0 -0.0022
Si 4.1417 4.0217 31.8004 0.0005 -0.0005 -0.0015
Si 1.309 6.7331 32.0267 -0.0009 0.0042 -0.0122
Si 4.0216 9.4647 31.7373 -0.0071 -0.0032 -0.0088
Si 6.7361 1.2961 31.6595 -0.0025 0.0009 -0.0021
Si 10.6224 5.7936 30.6154 0.0163 -0.0021 0.0014
Si 6.832 6.6062 31.6837 0.0003 0.0004 -0.0017
Si 9.5952 9.3915 31.4624 0.0008 -0.0015 0.0071
Si 0.1232 2.6534 33.1525 0.005 0.0027 -0.0145
Si 2.7336 -0.0927 33.1784 0.0043 -0.006 -0.0086
Si -0.0493 8.2176 33.1537 0.0127 -0.0079 -0.0106
Si 2.746 5.3214 33.2004 -0.0111 0.0028 -0.0131
Si 5.5096 2.6841 33.1442 0.0113 -0.0096 -0.0204
Si 8.2174 -0.0908 32.8997 -0.0136 0.0071 -0.0077
Si 5.4999 8.1018 33.0089 0.0008 0.0088 -0.0118
Si 8.1213 5.2812 33.1376 0.0025 -0.0078 -0.0179
Si 1.3974 4.0097 34.5643 0.0061 -0.008 0.0057
Si 4.0973 1.3289 34.4705 -0.0184 0.0111 0.012
Si 1.3412 9.5048 34.5352 -0.014 -0.0008 -0.0044
Si 4.1293 6.7759 34.4291 0.0058 -0.0087 0.0073
Si 6.8095 4.004 34.556 -0.0148 0.0161 0.0011
Si 9.5423 1.2822 34.3712 0.0083 -0.0077 0.0104
Si 6.8441 9.4957 34.3631 0.0092 -0.0121 0.0003
Si 9.4698 6.7695 34.4304 0.0017 0.007 0.0063
Si -0.0146 0.0024 35.8394 0.0264 0.0033 0.0289
Si 2.7548 2.6713 35.8903 0.0103 -0.019 0.0074
Si -0.0165 5.4327 35.8036 0.0241 -0.0028 0.0164
Si 2.7487 8.1257 35.8031 -0.0155 0.006 0.0228
Si 5.4915 -0.0374 35.7721 0.0121 0.011 0.0199
Si 8.206 2.6337 35.8016 -0.0013 -0.015 0.0333
Si 5.4525 5.4375 35.8409 0.0142 -0.0091 0.0264
Si 8.147 8.1445 35.8077 -0.0194 0.0076 0.0198
Si 1.3407 1.3557 37.2234 -0.0079 0.0016 0.154
Si 4.0901 4.0897 37.2012 -0.0305 -0.0226 0.166
Si 1.3628 6.7968 37.1523 -0.0297 -0.0238 0.1848
Si 4.0985 9.5249 37.1433 -0.0131 -0.0143 0.2034
Si 6.8327 1.3166 37.1683 -0.0331 -0.0224 0.1765
Si 9.5022 4.0631 37.1485 0.0307 0.0567 0.2131
Si 6.7879 6.8124 37.203 0.0138 0.0147 0.1599
Si 9.5145 9.5151 37.17 -0.0129 -0.0168 0.1641
Si -0.0558 2.7354 38.538 0.294 -0.0491 0.3541
Si 2.7529 0.0033 38.5313 -0.1896 0.0079 0.2414
Si 0.0336 8.1944 38.5045 -0.1679 -0.1566 0.2747
Si 2.6969 5.454 38.5333 0.0273 -0.103 0.3239
Si 5.4806 2.724 38.5016 -0.0741 -0.0285 0.3417
Si 8.1649 -0.0271 38.5582 -0.0543 -0.0149 0.2622
Si 5.428 8.1935 38.5486 -0.0061 -0.1372 0.2456
Si 8.161 5.4323 38.5323 -0.0384 0.1089 0.1939
Si 1.2711 4.1355 6.8978 -0.0161 -0.1002 -0.5003
Si 4.1023 1.416 6.9088 0.0303 0.1685 -0.3176
Si 1.3867 9.5561 6.9404 0.0502 0.1876 -0.1923
Si 4.0368 6.8514 6.9285 0.1442 0.0045 -0.2994
Si 6.7934 4.0706 6.9498 -0.1414 -0.0197 -0.1914
Si 9.5 1.3576 6.9671 0.0188 -0.0372 -0.1489
Si 6.7712 9.5622 6.9781 0.0769 0.0852 -0.1742
Si 9.5364 6.8494 6.8695 0.0092 0.1798 -0.4765
Si 0.0547 0.0528 8.3111 -0.0122 -0.0236 -0.1583
Si 2.6582 2.7796 8.1701 -0.0148 -0.0105 -0.1826
Si -0.0304 5.5446 8.2807 -0.0005 -0.0128 -0.2079
Si 2.7238 8.2213 8.3437 0.0234 0.05 -0.1844
Si 5.4295 0.0903 8.3402 0.0262 -0.0206 -0.1915
Si 8.1197 2.695 8.3458 -0.0036 -0.02 -0.1716
Si 5.4057 5.4814 8.2425 0.0329 0.0063 -0.1721
Si 8.1984 8.1863 8.2525 0.016 0.0377 -0.1608
Si 1.4343 1.4413 9.6697 -0.0346 0.0284 -0.0267
Si 3.8392 4.2686 9.5101 -0.0036 0.0003 0.0008
Si 1.3047 6.9134 9.7011 -0.0135 0.0102 -0.0474
Si 4.0801 9.6316 9.6875 0.0058 -0.017 -0.0193
Si 6.8281 1.3119 9.8198 0.0051 0.013 -0.0243
Si 9.499 4.1339 9.5598 -0.0063 0 -0.0163
Si 6.8234 6.8082 9.5555 -0.0299 0.0141 -0.0155
Si 9.5837 9.537 9.6137 0.016 -0.0136 -0.0387
Si 0.0907 2.9379 10.893 0.0035 -0.01 -0.0037
Si 2.7158 0.0564 11.1459 0.0007 0.0039 -0.0064
Si -0.0378 8.2491 11.0863 -0.0084 -0.0018 -0.02
Si 2.6642 5.5823 11.0423 0.0167 -0.0267 -0.0132
Si 5.5491 2.4428 11.5018 0.0007 0.0189 -0.0177
Si 8.3186 -0.0143 11.0189 -0.0182 -0.0044 -0.0059
Si 5.6001 8.2939 10.8682 0.0067 -0.0042 -0.0066
Si 9.4683 6.7046 12.1944 -0.0028 -0.0127 0.0187
Si 1.3448 4.2048 12.4991 -0.0153 0.0012 0.0095
Si 3.8918 1.3196 12.8235 0.001 -0.0104 0.006
Si 1.2778 9.6313 12.5412 0.0128 0.0029 0.0109
Si 4.2048 6.9793 12.135 -0.0024 0.0164 0.0206
Si 6.8016 4.1064 12.5607 0.0013 0.0071 0.0058
Si 11.2078 0.6715 13.6531 -0.0127 -0.0035 -0.0185
Si 7.0431 9.4512 12.3799 0.0016 -0.0102 -0.0027
Si 8.06 5.3634 10.9282 0.0088 0.012 0.0026
Si -1.2361 1.5517 12.1541 -0.0022 0.0182 0.0187
Si 2.0893 2.4116 13.882 0.0077 0.0038 -0.0123
Si -0.3296 5.3545 13.7416 -0.0073 -0.0069 -0.0236
Si 2.9352 8.2984 13.5816 0.0085 -0.0001 -0.0184
Si 4.8222 -0.2199 14.2687 -0.0001 -0.0044 -0.0305
Si 8.5389 2.995 13.6354 0.0111 -0.0013 -0.0178
Si 5.5935 5.8408 13.6492 0.003 0.0012 -0.0246
Si 8.046 7.772 13.6547 0.0014 0.0008 -0.0297
Si -6.6501 17.8784 21.3466 0.0047 -0.0004 -0.029
Si -13.5753 22.8142 23.3584 -0.0005 0.005 -0.0345
Si -11.4379 14.2666 22.6353 0.0068 -0.0011 -0.0365
Si -12.4354 18.451 18.7892 0.0007 0.0052 -0.0352
Si 9.8515 3.4663 27.3883 -0.0055 0.0035 -0.0332
Si -2.7259 18.7626 27.5155 0.0017 0.0002 -0.0385
Si -11.708 18.3799 15.9189 -0.0022 -0.0068 -0.0471
Si 17.3883 -22.3834 16.5949 -0.0008 0.0062 -0.0356
Si -4.407 -0.5402 27.6271 0.0022 0.0032 -0.0328
Si 22.1985 -1.4235 17.7792 -0.0066 0.0022 -0.0372
Si -16.2817 -19.4602 22.6373 -0.0065 -0.0043 -0.032
Si 1.055 -7.9088 20.2067 0.0053 -0.0069 -0.0345
Si -12.8188 -23.7319 23.6905 0.0028 0.0017 -0.0335
Si -0.7205 16.2025 25.0106 0.0035 -0.0046 -0.0337
Si -11.0847 -2.9039 26.0628 -0.0039 -0.0029 -0.0322
Si 2.1949 3.2847 16.1335 0.0002 0.0092 -0.03
Si -16.6063 -0.2889 19.0291 0.0054 0.0011 -0.0635
Si -5.081 -6.7032 25.1459 -0.0003 -0.008 -0.0351
Si -17.6606 -34.8449 26.6731 -0.0032 -0.0029 -0.0379
Si -5.9523 -13.7389 17.4785 -0.0052 -0.0014 -0.0447
Si -14.1069 12.798 26.2334 -0.0031 -0.0008 -0.031
Si -7.5993 17.0493 15.6201 -0.0027 -0.0002 -0.0373
Si 1.6534 -1.5838 28.1629 0.0067 -0.0081 -0.0289
Si -14.2877 -15.0945 24.7682 0.0007 0.0019 -0.0307
Si -15.2337 28.6661 19.7247 0.0017 0.0045 -0.027
Si -10.3242 7.9661 22.2607 0.0052 -0.0012 -0.0342
Si -18.0156 -8.3603 18.6679 -0.0073 -0.001 -0.0375
Si 30.6951 -9.9269 15.759 -0.0021 0.0045 -0.0377
Si 5.3763 -17.3413 20.352 -0.0011 0.0026 -0.0323
Si -7.6336 -2.4101 23.6139 -0.0021 -0.0004 -0.0417
Si -20.237 15.184 28.4564 0.0027 0.0038 -0.0271
Si -0.103 5.5338 20.8024 -0.0024 0.0042 -0.0342
Si 4.0908 -0.1312 21.6323 0.001 -0.0027 -0.03
Si 15.0985 -16.2008 27.4651 0.0016 0.0029 -0.0385
Si 13.0595 -12.6949 20.1391 -0.0002 0.0021 -0.0383
Si 32.6468 23.4625 17.72 -0.0058 -0.0002 -0.033
O 3.7478 -3.6643 16.7559 0.0071 0.0099 0.0234
O -10.3141 -7.5243 27.5352 0.0065 0.0035 0.02
O -16.9224 -7.2342 19.0439 0.0066 0.0047 0.0147
O -14.3289 -30.4794 30.4383 0.0011 0.0011 0.0079
O -5.1323 -7.5062 21.4813 0.003 -0.0097 0.0234
O 6.3521 -5.3204 24.4526 -0.0002 -0.0013 0.0099
O -0.1401 -15.5148 15.1055 0.0009 0.0098 0.0203
O 21.6418 4.1462 24.0331 -0.0019 0.0098 0.024
O 6.8049 -9.5195 22.631 0.0064 -0.0012 0.0069
O 1.7557 -12.7459 18.5843 0.0063 -0.0014 0.0219
O 11.4291 5.285 29.2655 -0.0084 0.0044 0.0176
O 6.7913 1.0024 27.2472 -0.0031 -0.0074 0.0144
O -37.6954 21.2245 29.1191 -0.0077 0.0044 0.0237
O 7.8413 1.0297 24.9169 -0.0044 0.0047 0.029
O -16.3039 -12.1929 26.6151 0.0038 0.0022 0.0118
O 0.2788 8.6214 16.3829 0.0023 0.0073 0.0198
O -6.5468 11.9348 18.7538 0.0001 -0.0025 0.0164
O -22.9339 29.3829 27.3022 -0.0055 0.0001 0.0193
O 6.1723 10.3553 13.4283 -0.0148 0.014 0.02
O -6.4695 -12.4945 18.4103 -0.0025 0.0056 0.016
O -15.2403 -0.1734 18.164 -0.0068 0.0015 0.02
O -8.2475 5.1923 27.6842 -0.0054 -0.0033 0.0103
O 10.9114 2.1325 19.2754 0.0076 0.0081 0.0265
O 5.3597 -0.4273 20.6368 -0.0023 0.0002 0.0141
O -6.6798 -5.4553 20.907 -0.0009 0.0046 0.013
O 3.9438 -33.7993 22.8848 -0.0012 -0.0065 0.0218
O 3.3552 2.7444 17.1219 0.0102 -0.0039 0.0286
O 0.8044 30.6742 20.9747 -0.0055 -0.0048 0.0209
O -8.4434 -14.6957 14.5738 -0.0014 -0.0065 0.0198
O 7.3606 7.0719 26.3508 0.0025 0.0053 0.0242
O -6.2705 -5.3896 14.9289 -0.0067 -0.0023 0.0199
O -18.6305 18.7278 20.5073 0.0029 -0.0037 0.0184
O -1.598 23.9614 22.9681 -0.0075 -0.005 0.0145
O -6.4134 -7.6935 10.5475 0.0118 -0.0206 0.0269
O 34.4715 -13.5983 29.316 0.0026 -0.0038 0.0187
O 15.5787 15.5638 26.2028 -0.0074 0.0076 0.0251
O 18.4509 -2.7921 23.937 -0.0021 -0.0055 0.0148
O -9.8954 -12.988 26.7763 0.0062 0.0059 0.0218
O 2.5498 -19.1699 19.746 -0.0095 0.0039 0.0137
O -12.7273 25.4092 28.7965 -0.0012 -0.0044 0.0237
O -17.8517 -3.7258 22.9277 -0.0033 0.0049 0.0214
O -40.7484 -22.1688 20.6556 0.0028 0.0022 0.0133
O -33.7822 4.5497 21.6358 -0.0029 -0.0058 0.0151
O -12.4234 12.5244 17.167 0.0082 0 0.0245
O 24.104 35.9011 29.361 0.0063 -0.0076 0.0178
O 20.8997 9.0371 18.6714 -0.0025 -0.004 0.0164
O -34.1983 6.9491 17.2814 -0.0032 -0.0007 0.0297
O -2.0262 5.9547 24.329 0.0003 0.0005 0.0115
O -5.6458 14.0368 24.018 0.0036 0.0107 0.0239
O -16.6208 5.1713 28.7487 0.0069 -0.0008 0.0331
O -7.002 -12.4376 14.4367 0.0037 0.0027 0.0044
O 7.8421 20.3553 27.5411 -0.0001 -0.0007 0.0171
O 14.8086 17.7003 30.1799 0.0056 -0.0056 0.0126
O 14.4228 30.3492 25.1796 0.0078 0.0022 0.039
O -21.0688 -19.0472 21.7941 -0.0093 0.0009 0.0222
O 6.069 -13.0708 16.5024 -0.0033 -0.0044 0.0105
O 8.9543 -2.7122 14.956 0.0079 0.0003 0.0252
O -0.7941 6.5444 19.7775 0.0063 -0.0109 0.0279
O 22.5334 -4.4877 21.8783 0.0007 0.005 0.0208
O -11.947 8.9498 25.0755 0.0072 -0.0046 0.0265
O -12.5871 23.9266 26.7352 0.0064 0.0044 0.0157
O -3.0142 -25.3394 28.9992 0.0035 -0.0023 0.0312
O -20.1357 -2.4769 23.3978 0.0029 0.0012 0.0155
O -33.9412 4.0942 14.2145 -0.0022 0.0023 0.0169
O 4.3235 -3.7051 27.207 -0.0007 -0.0081 0.0079
O 5.3528 0.2062 15.7563 0.0082 -0.0045 0.0227
O 0.8029 24.5562 16.8297 -0.0069 -0.0068 0.025
O -3.0138 29.4993 19.4312 -0.0051 -0.0019 0.0071
O -0.9816 -13.6224 22.6515 -0.0101 0.003 0.0093
O 14.055 -12.1713 27.6581 -0.0054 0.0037 0.0181
O -16.1502 17.8134 18.4025 0.0067 -0.0059 0.0218
O 14.9411 -9.5905 29.9076 -0.0033 0.004 0.0044
O -5.16 -14.2366 20.9739 -0.0068 -0.0005 0.0152
O -24.6977 -0.3162 16.0092 -0.0027 -0.002 0.0124
O 6.8063 6.8184 14.1736 0.0003 0.0013 0.0048
O 13.24 -5.9628 16.1101 -0.0003 -0.0018 0.0155
O 10.2715 11.3437 15.0053 -0.0073 -0.0026 0.0177
O 22.3402 0.1724 17.5735 0.0008 -0.0027 0.0167
O 18.9779 2.0542 14.8977 -0.0001 -0.0098 0.0228
O 0.8151 -0.374 28.8708 -0.0093 0.0068 0.0179
O 11.7613 -6.3176 19.9475 -0.0056 0.0024 0.0165
O -1.2569 -6.1595 26.4169 -0.0006 -0.0076 0.0214
O -21.5065 -15.1889 25.3329 -0.0025 0.0033 0.0163
O 9.8797 1.3494 29.8003 0.0045 -0.0039 0.0118
O -25.7028 3.3463 25.9417 0.0048 -0.0025 0.0149
O -17.5459 -31.3005 22.2506 0.0029 0.0063 0.0152
O 8.6986 -0.4776 23.0824 0.0002 -0.0008 0.0056
O 6.714 -27.3586 20.0291 -0.0037 -0.0033 0.0102
H -0.8637 1.8998 39.4704 0.2701 0.3479 -0.2798
H 0.7437 3.5789 39.4704 -0.2726 -0.2929 -0.2368
H 3.5557 0.8437 39.4638 -0.2444 -0.3155 -0.2832
H 1.9218 -0.809 39.4638 0.4259 0.2321 -0.2161
H 0.8528 9.0188 39.4369 -0.3147 -0.3111 -0.2978
H -0.8002 7.3848 39.4369 0.2807 0.1984 -0.2257
H 1.8437 4.6649 39.4657 0.3293 0.2285 -0.2597
H 3.5013 6.2929 39.4657 -0.2679 -0.2841 -0.2702
H 4.6376 1.924 39.434 0.3381 0.2527 -0.2424
H 6.2919 3.5562 39.434 -0.2704 -0.4128 -0.2601
H 7.3147 -0.8194 39.4907 0.3854 0.2793 -0.2597
H 8.9716 0.8096 39.4907 -0.2612 -0.3458 -0.2724
H 6.242 9.023 39.4811 -0.3304 -0.3296 -0.2789
H 4.5916 7.3866 39.4811 0.2768 0.2738 -0.2582
H 8.9704 6.2662 39.4647 -0.1471 -0.2887 -0.2749
H 7.3374 4.6122 39.4647 0.3498 0.3529 -0.237
H 0.4717 3.2919 5.9654 0.1108 0.4862 0.2057
H 2.1244 4.9245 5.9654 -0.3058 -0.218 0.234
H 4.9453 2.216 5.9764 -0.4054 -0.3807 0.2174
H 3.2995 0.5756 5.9764 0.3057 0.2068 0.3027
H 0.5676 8.7317 6.0079 0.2683 0.2886 0.3313
H 2.2179 10.3684 6.0079 -0.2678 -0.3145 0.2615
H 4.8732 7.6583 5.9961 -0.3674 -0.2323 0.2197
H 3.2324 6.0125 5.9961 0.1528 0.3469 0.2984
H 7.617 4.8906 6.0174 -0.1608 -0.2679 0.3428
H 5.9821 3.2384 6.0174 0.3942 0.3966 0.2417
H 8.6933 0.5209 6.0346 0.3767 0.2457 0.2678
H 10.3079 2.1931 6.0346 -0.3413 -0.2157 0.2894
H 7.6214 10.3545 6.0456 -0.3928 -0.2561 0.2263
H 5.9572 8.7327 6.0456 0.2257 0.3161 0.3055
H 10.3702 7.659 5.937 -0.3291 -0.2972 0.2161
H 8.727 6.0154 5.937 0.2333 0.2345 0.2775

Results
free energy: -140240.563 eV
free energy less fixed offsets of H -15.71, O -570.45, Si -639.56 eV per atom: 0.157 eV

The program warned: the cutoff lies below the one the program advises for these potential files; the forces do not sum to zero within the program's tolerance; empty levels may hold ghost states of the PAW files; the exchange-correlation potential is rough where the density is thin.
